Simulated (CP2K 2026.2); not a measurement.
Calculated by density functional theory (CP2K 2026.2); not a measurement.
Periodic cell of 534 atoms, Si358O176, from a study of silicon, its oxide and their interface. The atomic structure is a simulated model.
Doubt: the forces sum to 1.20 eV/angstrom along one axis rather than to zero, so they err by at least 0.0022 eV/angstrom per atom on average; the grid cutoff is modest.

Settings: functional PBE; method Gaussian and plane waves; basis set DZVP-MOLOPT-SR-GTH; pseudopotentials GTH-PBE; grid cutoff 350 Ry, relative cutoff 50 Ry; k points Gamma only; occupations fixed; spin none; net charge 0.

Cell vectors (angstrom)
a 16.4025 0 0
b 0 16.4025 0
c 0 0 35.9212

Atoms and the computed forces on them: element, x, y, z (angstrom), force x, y, z (eV/angstrom)
Si 16.039 0.493 0.114 0.122 0.201 -0.415
Si 2.335 3.435 0.067 -0.021 0.121 -0.119
Si 0.061 5.534 0.548 0.026 -0.14 -0.32
Si 2.621 8.274 0.451 0.047 0.049 -0.388
Si 0.356 10.338 35.834 0.382 -0.264 0.421
Si 3.006 13.581 35.802 -0.071 0.033 0.063
Si 5.955 15.835 0.087 0.152 -0.154 -0.455
Si 8.438 2.278 35.886 -0.341 0.205 -0.194
Si 4.873 6.167 0.079 0.046 0.027 -0.051
Si 8.268 8.367 0.217 0.039 0.163 0.324
Si 5.112 11.251 0.103 0.076 -0.055 -0.049
Si 8.112 13.689 0.59 0.057 0.002 -0.567
Si 10.016 0.446 35.829 -0.037 -0.402 -0.677
Si 13.785 2.773 0.402 -0.005 0.171 -0.297
Si 10.415 5.887 0.106 0.135 -0.117 -0.165
Si 14.204 7.497 35.685 -0.102 -0.222 -0.206
Si 10.269 11.503 0.119 -0.062 0.059 -0.27
Si 13.694 13.629 0.219 0.006 0.195 -0.084
Si 1.385 1.545 1.308 -0.02 0.12 -0.075
Si 4.019 4.356 1.418 -0.025 0.058 -0.169
Si 1.352 6.925 1.829 0.07 -0.029 -0.155
Si 4.015 9.743 1.587 0.086 0.053 -0.278
Si 1.316 12.296 1.157 0.172 -0.087 -0.271
Si 4.137 15.006 1.395 0.04 0.06 -0.13
Si 6.822 1.317 1.357 -0.163 -0.208 -0.018
Si 9.33 4.116 1.258 0.149 0.067 0.169
Si 6.633 7.101 1.429 -0.031 -0.11 -0.401
Si 9.469 9.813 1.583 0.018 -0.019 -0.222
Si 6.67 12.258 1.646 -0.179 -0.064 -0.258
Si 9.494 15.186 1.613 0.132 0.273 -0.179
Si 12.221 1.557 1.573 0.348 -0.123 -0.098
Si 14.988 4.236 1.733 0.063 -0.075 -0.062
Si 12.34 6.795 1.23 -0.039 0.045 -0.065
Si 15.029 9.357 1.233 0.097 0.033 -0.175
Si 12.177 12.318 1.414 -0.099 -0.084 -0.132
Si 14.941 15.222 1.402 0.003 -0.11 -0.065
Si 0.031 2.777 2.881 -0.091 -0.168 0.163
Si 2.751 0.091 2.661 -0.06 -0.005 -0.035
Si 16.267 8.267 2.94 -0.176 0.005 0.211
Si 2.761 5.532 3.007 0.061 -0.043 0.304
Si 16.377 13.718 2.609 -0.043 -0.085 0.041
Si 2.608 11.085 2.842 -0.172 0.231 -0.055
Si 5.402 2.787 2.655 0.009 0.063 -0.088
Si 8.084 0.079 2.936 0.121 0.092 0.219
Si 5.402 8.391 2.924 0.128 0.028 0.102
Si 8.009 5.527 2.683 -0.017 0.087 0.064
Si 5.357 13.698 2.927 -0.072 -0.046 0.237
Si 8.094 11.008 3.002 0.011 -0.071 0.22
Si 10.748 2.868 2.804 -0.284 0.026 -0.002
Si 13.583 0.09 2.85 -0.013 0.016 0.185
Si 10.989 8.302 2.674 -0.011 -0.101 0.075
Si 13.51 5.554 2.911 -0.034 0.08 0.033
Si 10.948 13.772 2.836 0.06 0.024 0.189
Si 13.617 10.848 2.648 0.093 -0.027 -0.08
Si 1.363 4.13 4.292 0 -0.017 -0.123
Si 4.075 1.432 4.1 -0.027 -0.034 -0.019
Si 1.288 9.66 4.219 -0.085 0.07 -0.021
Si 4.102 6.955 4.291 -0.027 -0.12 -0.014
Si 1.354 15.08 4.043 -0.036 -0.014 -0.107
Si 3.99 12.356 4.283 0.026 0.009 -0.119
Si 6.738 4.134 4.126 0.055 0.081 -0.102
Si 9.49 1.453 4.241 -0.121 -0.011 -0.139
Si 6.788 9.626 4.35 0.011 -0.01 -0.041
Si 9.522 6.883 4.048 0.052 -0.038 -0.3
Si 6.764 15.061 4.269 -0.059 0.058 -0.095
Si 9.543 12.414 4.221 -0.034 0.026 -0.053
Si 12.17 4.141 4.219 0.083 0.005 0.027
Si 15.008 1.402 4.211 0.129 0.111 -0.079
Si 12.305 9.582 4.169 -0.034 -0.058 -0.145
Si 14.93 6.867 4.276 -0.027 0.104 -0.042
Si 12.297 15.089 4.242 0.014 -0.08 -0.085
Si 15.009 12.306 4.019 -0.033 0.08 -0.138
Si 16.399 0.001 11.052 -0.004 -0.015 0.011
Si 2.73 2.728 11.042 0.007 -0.023 0.004
Si 16.397 5.44 10.999 0.025 -0.015 -0.005
Si 2.73 8.198 11.016 0.014 0.025 -0.003
Si 0.007 10.946 11.046 0.007 -0.066 -0.006
Si 2.727 13.676 11.044 0.022 -0.004 -0.004
Si 5.471 16.395 11.048 0.045 -0.034 0.003
Si 8.205 2.7 11.049 0.035 0.002 -0.001
Si 5.456 5.451 11.055 -0.012 0.003 0.009
Si 8.193 8.19 11.045 0.032 -0.013 0.007
Si 5.471 10.95 11.005 0.007 -0.039 -0.002
Si 8.205 13.677 11.01 -0.01 -0.011 0.001
Si 10.944 16.391 11.019 0.015 -0.01 0.002
Si 13.668 2.699 11.012 0.004 0.007 -0.002
Si 10.943 5.433 11.033 0.048 -0.016 -0.006
Si 13.673 8.182 11.025 0.015 -0.011 -0.002
Si 10.931 10.935 11.033 0.005 0.006 -0.008
Si 13.669 13.68 11.057 0.015 -0.018 0.008
Si 1.388 1.347 12.417 0.017 0.067 0.004
Si 4.114 4.059 12.428 -0.012 0.023 0.005
Si 1.383 6.786 12.364 -0.027 -0.001 -0.017
Si 4.111 9.572 12.363 0.023 -0.002 -0.029
Si 1.384 12.303 12.422 0.007 0.007 0.021
Si 4.112 15.018 12.408 -0.044 -0.021 -0.006
Si 6.86 1.321 12.43 -0.02 0.024 0.013
Si 9.615 4.026 12.399 -0.065 0.056 -0.015
Si 6.842 6.804 12.415 -0.013 0.011 0.008
Si 9.58 9.547 12.397 -0.042 -0.003 0.002
Si 6.851 12.301 12.379 0.018 0.007 -0.017
Si 9.579 15.022 12.391 0.014 0 -0.017
Si 12.335 1.317 12.401 -0.032 0.01 -0.011
Si 15.06 4.045 12.371 -0.042 0.012 -0.013
Si 12.335 6.778 12.386 -0.013 0.022 0
Si 15.062 9.535 12.378 0 0.048 -0.012
Si 12.305 12.29 12.404 -0.041 -0.05 0.009
Si 15.053 15.03 12.435 0.009 0.005 0.023
Si 0.019 2.705 13.778 0.029 -0.044 -0.038
Si 2.763 16.379 13.785 0.017 -0.038 -0.012
Si 0.026 8.144 13.725 0 0.02 0.005
Si 2.732 5.428 13.77 0.009 0.017 0.02
Si 0.033 13.671 13.807 -0.016 -0.008 -0.013
Si 2.784 10.936 13.762 0.009 -0.073 0.024
Si 5.479 2.664 13.796 0.02 0.031 0.017
Si 8.24 16.362 13.808 0.006 -0.058 0.008
Si 5.46 8.206 13.74 -0.048 0.044 0.011
Si 8.23 5.381 13.728 0.111 -0.053 -0.018
Si 5.489 13.653 13.763 -0.009 0.019 0.01
Si 8.216 10.933 13.747 0.017 -0.037 0.031
Si 10.974 2.647 13.788 0.07 -0.027 0.024
Si 13.695 16.386 13.821 -0.028 0.001 0.007
Si 10.964 8.146 13.727 0.027 0.011 0
Si 13.7 5.385 13.746 0.043 -0.01 -0.007
Si 10.934 13.657 13.768 -0.003 0.015 0.011
Si 13.701 10.903 13.729 0.024 -0.048 -0.025
Si 1.38 4.051 15.162 0.012 -0.004 0.062
Si 4.129 1.29 15.196 -0.03 -0.019 0.034
Si 1.421 9.507 15.057 -0.012 0.035 -0.031
Si 4.11 6.819 15.098 0.011 -0.008 0.006
Si 1.42 15.036 15.186 0.027 0.05 0.072
Si 4.159 12.289 15.164 -0.043 0.011 0.079
Si 6.921 3.985 15.12 -0.048 0.028 0.02
Si 9.649 1.269 15.208 -0.011 0.05 0.059
Si 6.822 9.583 15.099 0.054 0.019 0.006
Si 9.619 6.73 15.059 -0.069 -0.038 0.011
Si 6.846 14.995 15.153 -0.015 -0.013 0.056
Si 9.586 12.275 15.139 -0.039 -0.012 -0.003
Si 12.389 3.977 15.134 -0.021 0.006 0.021
Si 15.107 1.333 15.185 0.02 0.042 0.077
Si 12.377 9.483 15.071 -0.003 0.057 -0.019
Si 15.089 6.741 15.09 -0.004 -0.01 0.026
Si 12.31 14.992 15.158 0.006 -0.032 0.034
Si 15.044 12.272 15.11 -0.045 -0.078 -0.013
Si 0.05 16.368 16.601 0.03 -0.032 0.017
Si 2.71 2.634 16.527 -0.005 0.043 0.078
Si 0.039 5.437 16.544 -0.054 0.012 0.046
Si 2.739 8.169 16.496 -0.019 0.039 0.055
Si 0.035 10.853 16.37 0.005 -0.035 0.119
Si 2.816 13.681 16.544 0.039 0.035 0.083
Si 5.528 16.344 16.596 -0.012 -0.119 0.06
Si 8.256 2.601 16.571 0.014 -0.008 -0.028
Si 5.542 5.423 16.353 0.009 -0.029 0.119
Si 8.21 8.129 16.312 -0.012 -0.009 0.122
Si 5.516 10.935 16.583 0.022 -0.037 -0.014
Si 8.151 13.587 16.524 0.108 0.107 0.071
Si 11.002 16.292 16.64 0.132 -0.091 0.248
Si 13.794 2.696 16.592 -0.081 -0.071 0.158
Si 10.972 5.321 16.426 0.084 0.007 0.002
Si 13.699 8.055 16.44 0.073 -0.058 0.083
Si 11.058 10.897 16.389 0.004 -0.019 0.087
Si 13.686 13.628 16.503 -0.053 -0.007 0.085
Si 1.379 1.324 18.063 0.075 0.153 0.054
Si 4.213 4.026 17.681 0.096 -0.035 -0.239
Si 1.425 6.784 17.916 -0.072 0.096 0.047
Si 4.092 9.548 17.861 -0.058 0.052 -0.002
Si 1.38 12.233 17.73 -0.128 -0.121 -0.115
Si 4.207 14.988 18.046 -0.065 0.01 0.098
Si 6.95 1.211 18.02 0.044 -0.132 0.054
Si 9.668 3.975 17.856 0.054 -0.039 0.03
Si 6.878 6.793 17.737 0.025 0.059 -0.051
Si 9.66 9.452 17.566 0.003 -0.006 -0.345
Si 6.871 12.28 18.052 -0.018 0.138 0.123
Si 9.519 14.848 17.956 -0.127 -0.016 -0.179
Si 12.53 1.233 17.988 0.407 -0.049 -0.105
Si 15.103 4.146 18.024 -0.047 -0.038 -0.038
Si 12.343 6.623 17.807 0.057 -0.082 0.001
Si 15.158 9.394 17.717 0.121 0.071 -0.025
Si 12.377 12.209 17.886 -0.038 -0.08 -0.044
Si 15.092 14.918 17.905 -0.201 0.112 -0.164
Si 0.106 2.88 19.457 -0.011 0.011 0.104
Si 2.869 0.022 19.424 -0.101 -0.146 0.169
Si 0.05 8.159 19.331 -0.091 -0.046 -0.181
Si 2.968 5.403 19.047 -0.121 -0.115 0.302
Si 0.134 13.602 19.155 -0.191 -0.207 -0.041
Si 2.686 10.957 19.149 0.18 0.142 -0.067
Si 5.58 2.771 19.124 -0.107 0.05 0.225
Si 8.236 16.125 19.522 0.031 0.046 0.132
Si 5.454 8.136 19.136 0.142 -0.173 0.193
Si 8.33 5.469 19.09 -0.092 0.151 0.107
Si 5.499 13.638 19.639 -0.106 -0.192 -0.081
Si 8.412 10.722 19 0.145 -0.022 0.155
Si 11.08 2.582 19.197 -0.191 -0.047 0.026
Si 13.951 16.181 19.515 -0.349 -0.38 0.129
Si 10.933 8.075 18.932 -0.021 -0.098 0.143
Si 13.644 5.427 19.446 -0.177 -0.051 0.031
Si 10.877 13.441 19.271 0.005 0.054 0.209
Si 13.846 10.749 19.059 0.214 0.172 0.203
Si 1.902 3.987 20.568 0.172 0.209 -0.005
Si 4.072 1.752 20.595 0.004 -0.043 0.092
Si 1.101 9.935 20.493 0.273 -0.149 0.295
Si 4.455 6.487 20.479 0.059 0.106 0.178
Si 1.51 14.804 20.534 0.482 0.276 0.08
Si 3.651 12.502 20.694 0.053 0.02 0.097
Si 6.782 4.361 20.395 0.073 0.094 0.282
Si 10.043 0.899 20.484 -0.015 -0.024 0.288
Si 7.139 9.271 20.214 -0.232 0.039 0.196
Si 9.4 7.107 20.414 0.105 -0.198 0.432
Si 6.882 14.845 21.264 -0.091 0.022 -0.161
Si 9.923 11.045 20.818 0.036 0.21 0.254
Si 12.486 3.671 20.725 -0.229 0.182 -0.002
Si 15.245 15.946 21.747 -0.2 0.133 -0.186
Si 12.414 9.334 20.141 0.018 0.112 0.358
Si 14.658 7.248 20.63 -0.34 0.139 0.444
Si 12.117 14.999 20.418 0.144 0.185 0.133
Si 15.55 11.263 20.696 -0.552 0.087 0.226
Si 15.237 2.459 21.402 -0.004 -0.13 -0.214
Si 13.117 2.721 25.686 0.04 0.068 0.099
Si 1.214 7.892 27.092 -0.052 -0.015 0.112
Si 13.199 14.096 23.097 -0.15 -0.212 0.274
Si 3.036 9.842 25.755 -0.037 0.042 0.199
Si 4.556 14.844 28.317 0.021 0.033 0.16
Si 8.537 2.733 22.584 0.07 0.049 -0.079
Si 0.578 6.057 24.824 -0.187 0.21 0.27
Si 5.943 6.84 26.709 -0.036 0.061 0.059
Si 7.656 10.274 22.775 -0.1 -0.021 0.248
Si 1.04 11.942 25.024 0.004 -0.039 0.184
Si 14.632 11.358 23.749 -0.041 -0.078 0.279
Si 11.06 4.073 23.647 0.011 -0.058 0.395
Si 7.509 7.486 24.336 -0.114 -0.255 0.239
Si 15.018 6.7 23.725 0.061 0.04 0.469
Si 5.993 0.964 23.012 -0.091 0.086 0.138
Si 10.643 13.718 25.008 0 -0.169 0.168
Si 1.71 13.77 27.306 -0.026 -0.029 -0.102
Si 2.889 5.795 22.841 -0.008 -0.064 0.177
Si 12.212 9.214 27.45 -0.058 0.048 0.049
Si 5.43 5.168 24.462 0.116 0.212 0.286
Si 12.795 8.832 24.427 -0.042 0.032 0.109
Si 2.772 10.766 22.932 0.003 0.002 0.307
Si 8.093 5.669 28.48 -0.053 0.109 -0.141
Si 10.479 6.994 23.429 -0.077 0.09 0.363
Si 4.916 9.269 28.119 0.001 -0.127 0.04
Si 7.494 11.098 28.35 0.049 0.065 0.002
Si 10.989 14.764 27.756 0.042 0.044 -0.023
Si 4.534 1.634 28.292 -0.039 0.116 -0.028
Si 13.356 0.373 27.487 -0.091 0.098 -0.035
Si 10.49 11.813 27.343 -0.035 0.014 -0.033
Si 15.288 9.424 28.385 0.097 -0.016 0.025
Si 8.344 15.081 28.586 0.11 0.041 0.179
Si 16.19 12.426 29.098 -0.068 0.018 -0.039
Si 12.924 3.08 28.524 0.127 0.194 0.205
Si 5.701 2.196 25.641 -0.016 0.099 0.089
Si 10.35 7.403 29.246 0.021 0.028 -0.088
Si 3.537 3.497 30.399 0.03 0.066 -0.157
Si 15.35 16.242 30.975 -0.108 -0.035 -0.205
Si 0.397 13.621 31.867 -0.129 0.268 -0.453
Si 2.03 5.805 31.141 -0.079 0.039 -0.055
Si 6.483 14.129 30.773 0.013 -0.033 0.014
Si 6.427 4.683 31.052 -0.058 -0.21 -0.182
Si 10.445 4.993 30.971 0.185 -0.174 -0.07
Si 6.783 13.592 26.686 0.105 -0.158 -0.103
Si 2.622 8.276 29.884 0.131 0.117 -0.034
Si 7.774 13.11 23.806 0.156 0.152 0.344
Si 15.784 15.248 28.196 -0.109 0.114 0.082
Si 9.512 6.441 33.381 0.198 -0.045 -0.48
Si 15.271 3.966 24.038 -0.356 -0.288 0.578
Si 7.35 1.507 28.029 0.13 0.159 -0.141
Si 13.955 7.319 32.493 0.13 -0.147 -0.432
Si 16.391 7.992 30.879 0.163 -0.032 -0.075
Si 2.322 3.506 33.072 -0.022 0.176 -0.514
Si 11.132 8.585 31.915 0.024 -0.051 -0.164
Si 6.373 6.568 33.463 0.046 -0.05 -0.346
Si 0.592 1.074 33.139 -0.085 -0.005 -0.247
Si 2.684 15.204 32.952 -0.057 0.023 -0.316
Si 7.434 2.197 32.794 0.092 -0.143 -0.275
Si 9.78 3.291 28.784 0.028 0.107 -0.006
Si 6.603 9.525 33.786 0.053 0.021 -0.14
Si 13.312 4.429 31.403 0.002 0.044 -0.159
Si 5.584 16.169 32.846 0.165 -0.062 -0.174
Si 7.61 11.444 31.526 0.084 0.324 -0.123
Si 10.223 0.993 32.875 0.298 -0.042 -0.41
Si 12.717 16.196 32.118 -0.074 0.233 -0.091
Si 10.453 11.354 32.99 -0.093 0.116 -0.363
Si 12.745 13.37 33.336 -0.193 0.097 -0.352
Si 12.763 2.363 33.479 -0.039 -0.266 -0.437
Si 15.352 12.138 34.083 -0.382 0.198 -0.263
O 16.351 0.288 34.419 -0.192 -0.387 0.363
O 14.945 1.702 35.913 0.076 0.02 0.301
O 3.102 3.317 34.497 -0.257 0.16 0.496
O 0.925 2.667 33.286 -0.033 -0.112 -0.12
O 15.514 6.459 35.462 -0.258 0.406 0.399
O 1.072 4.499 35.634 0.222 -0.071 0.438
O 3.627 7.216 35.525 0.158 -0.116 0.474
O 1.57 9.21 35.432 -0.391 0.387 0.345
O 12.754 14.037 34.829 -0.046 -0.146 0.437
O 15.956 10.658 34.4 0.293 0.136 0.111
O 2.68 14.504 34.439 -0.203 -0.112 0.307
O 1.97 0.258 32.906 -0.015 0.002 0.071
O 5.478 16.168 34.467 -0.246 -0.021 0.493
O 6.104 1.282 32.51 -0.167 0.108 0.136
O 9.991 0.04 34.199 -0.161 -0.087 0.632
O 7.703 2.56 34.374 0.102 0.027 0.657
O 5.552 5.681 34.562 -0.058 -0.142 0.338
O 7.175 3.547 31.94 0.137 0.058 -0.025
O 9.504 7.282 0.014 -0.083 -0.314 0.021
O 7.902 9.177 34.729 0.208 -0.008 0.28
O 5.667 10.535 34.647 -0.155 -0.07 0.199
O 4.12 12.419 35.363 -0.164 -0.118 0.488
O 7.117 14.672 35.584 -0.305 0.378 0.388
O 6.595 15.216 31.985 -0.044 -0.007 0.239
O 11.142 0.143 31.793 -0.123 0.147 0
O 9.016 11.752 32.314 0.058 0.026 0.051
O 13.076 3.154 34.864 -0.028 0.357 0.325
O 11.12 2.329 33.261 -0.261 -0.047 0.108
O 10.411 5.516 34.398 0.208 -0.039 0.3
O 13.415 4.017 29.795 -0.022 -0.077 0.099
O 13.666 7.527 34.096 -0.034 0.077 0.469
O 10.282 8.394 30.53 -0.28 -0.028 0.046
O 9.17 12.719 35.631 -0.077 -0.019 0.704
O 10.491 10.835 34.54 0.241 0.011 0.301
O 15.031 12.798 35.551 -0.027 0.182 0.317
O 12.919 14.613 32.329 -0.031 -0.195 0.051
O 1.839 4.882 21.973 -0.151 -0.259 -0.048
O 14.238 5.251 23.97 0.066 0.003 -0.324
O 4.94 1.674 21.999 0.075 0.122 -0.194
O 2.791 2.68 21.067 0.083 -0.052 -0.325
O 1.904 9.736 21.986 -0.524 -0.046 -0.129
O 15.733 12.899 20.496 0.013 0.07 -0.643
O 3.572 6.917 21.842 0.372 0.151 -0.572
O 14.099 7.86 24.394 0.067 -0.102 -0.195
O 2.6 13.719 21.206 -0.078 -0.027 -0.38
O 0.369 15.29 21.652 -0.407 0.04 -0.043
O 1.836 10.907 26.003 -0.072 0.148 0.006
O 3.903 11.577 22.067 0.224 0.142 -0.193
O 5.682 5.47 21.003 -0.006 -0.166 -0.134
O 7.706 3.784 21.648 -0.323 -0.21 -0.176
O 11.138 16.191 21.116 -0.142 -0.007 -0.604
O 9.552 1.75 21.794 0.165 -0.015 0.107
O 7.293 8.861 23.504 -0.148 0.475 -0.207
O 6.654 10.266 21.478 -0.018 -0.37 -0.426
O 10.112 6.699 21.862 -0.161 -0.146 -0.495
O 8.155 8.108 20.871 -0.17 0.175 -0.487
O 4.255 10.055 26.832 0.083 0.252 -0.12
O 6.199 15.88 22.373 0.171 -0.101 -0.437
O 7.437 13.669 22.3 -0.076 0.007 -0.473
O 9.175 10.551 22.206 0.265 0.051 -0.088
O 11.113 5.642 24.085 0.074 -0.034 0.034
O 11.71 3.972 22.149 0.102 0.053 -0.147
O 13.617 2.506 21.076 0.103 0.085 0.086
O 15.541 1.078 22.197 0.224 0.067 0.043
O 11.413 10.336 21.026 -0.014 0.042 -0.232
O 10.172 12.679 20.63 0.056 -0.075 -0.223
O 13.416 8.331 21.053 0.11 -0.098 -0.699
O 11.573 8.222 23.504 -0.051 -0.066 -0.24
O 11.901 14.183 24.084 0.062 0.147 -0.099
O 12.649 13.93 21.58 -0.188 -0.116 -0.452
O 15.158 10.94 22.27 0.048 -0.257 -0.34
O 14.024 12.845 23.685 -0.169 0.027 -0.094
O 14.281 15.337 22.966 0.192 0.26 -0.24
O 1.161 12.535 28.234 0.242 0.023 -0.138
O 0.231 4.427 24.833 0.326 0.161 -0.177
O 15.638 3.598 22.497 0.083 0.014 -0.131
O 6.685 6.105 23.865 -0.161 -0.084 -0.245
O 15.285 6.904 22.121 0.209 0.126 -0.44
O 13.776 9.25 27.852 -0.133 -0.242 -0.042
O 13.418 10.327 24.145 -0.081 0.19 -0.483
O 3.507 9.981 24.187 -0.027 0.147 -0.036
O 2.356 8.403 26.054 0.235 -0.156 -0.077
O 1.734 11.885 23.552 -0.126 -0.058 -0.214
O 6.826 13.586 25.058 -0.01 0.041 0.052
O 7.421 1.725 23.203 0.162 -0.099 0.332
O 1.982 6.41 24.045 -0.028 0.019 -0.204
O 0.663 6.516 26.411 0.152 -0.234 0.043
O 5.091 7.677 27.795 0.033 0.014 -0.142
O 4.899 6.012 25.769 -0.17 -0.099 -0.016
O 7.466 11.505 23.821 -0.213 -0.129 0.058
O 6.919 7.823 25.833 0.033 0.189 -0.29
O 6.574 12.202 27.541 -0.033 0.158 -0.043
O 1.937 7.64 28.531 0.08 -0.229 0.032
O 5.37 1.033 24.524 0.099 -0.163 -0.131
O 12.367 15.582 27.999 0.135 -0.139 0.318
O 13.537 1.56 28.618 -0.029 -0.183 0.232
O 11.852 3.211 24.787 -0.037 0.089 -0.222
O 8.844 7.126 28.648 -0.029 -0.034 0.01
O 9.118 7.245 24.315 0.333 0.245 -0.242
O 10.722 12.239 25.761 -0.016 -0.036 -0.186
O 11.392 8.019 28.181 -0.134 -0.008 0.146
O 7.86 14.242 29.891 -0.006 0.246 0.032
O 8.214 14.16 27.24 -0.1 0.228 -0.231
O 15.866 11.478 24.854 0.099 -0.194 -0.166
O 10.623 14.875 26.164 -0.295 -0.083 -0.033
O 1.367 13.389 25.732 0.004 0.227 -0.172
O 0.172 12.528 30.683 0.01 0.119 0.244
O 7.413 5.151 29.854 0.146 -0.197 0.29
O 4.465 2.147 26.728 -0.124 -0.152 -0.206
O 10.919 5.953 29.732 0.209 -0.002 -0.132
O 14.493 2.757 24.805 0.34 -0.028 -0.107
O 4.172 4.966 23.455 -0.151 -0.217 -0.244
O 16.393 8.976 27.261 0.106 -0.023 -0.362
O 15.479 10.99 28.826 -0.239 0.221 0.016
O 14.76 15.996 27.179 0.118 -0.218 -0.162
O 5.584 14.594 27.083 -0.087 0.197 -0.332
O 3.446 2.396 29.213 -0.19 -0.089 -0.109
O 6.903 5.736 27.397 0.251 -0.347 0.121
O 9.492 3.551 23.633 -0.231 0.024 -0.196
O 11.301 2.931 28.389 -0.247 -0.319 -0.158
O 5.893 3.666 24.933 0.114 0.091 -0.356
O 5.843 8.113 33.491 -0.25 0.043 0.19
O 6.439 9.823 28.359 -0.131 0.002 0.283
O 7.893 11.194 29.937 -0.04 -0.071 0.057
O 3.862 9.272 29.42 -0.139 0.056 0.19
O 9.296 13.64 24.094 0.009 0.128 0.033
O 7.358 16.338 28.395 -0.302 -0.252 -0.163
O 15.272 13.732 28.648 0.162 0.154 0.002
O 5.194 14.298 29.747 -0.027 -0.141 -0.091
O 13.36 3.654 27.041 -0.148 0.119 -0.102
O 12.849 1.157 26.134 -0.081 -0.053 0
O 15.374 8.1 32.161 -0.015 0.258 0.346
O 8.977 11.173 27.601 -0.135 0.212 -0.281
O 12.099 8.882 25.881 0.07 -0.033 -0.061
O 15.439 8.369 29.615 0.177 -0.033 0.163
O 10.923 13.168 28.189 0.175 -0.127 0.33
O 9.894 15.532 28.697 0.053 0.082 0.085
O 15.713 14.823 31.691 0.058 -0.165 -0.019
O 0.856 15.141 27.534 0.057 -0.087 -0.171
O 14.135 5.774 31.879 0.032 0.198 0.057
O 15.957 16.233 29.48 0.29 0.065 -0.097
O 0.542 6.437 30.878 -0.198 -0.188 -0.092
O 2.09 5.097 32.635 -0.005 -0.048 0.257
O 7.1 1.819 26.437 -0.139 -0.277 -0.129
O 13.948 12.247 33.228 0.132 -0.296 0.13
O 12.649 7.99 31.744 -0.006 -0.007 0.14
O 2.38 4.613 30.075 0.194 0.012 -0.157
O 5.011 4.181 30.433 0.226 0.131 -0.175
O 13.182 0.761 33.384 -0.089 0.043 -0.007
O 16.026 1.027 31.836 0.209 0.147 0.239
O 1.927 14.199 31.888 0.161 -0.075 0.103
O 0.121 12.946 33.312 0.105 -0.073 0.386
O 1.352 8.953 30.742 0.036 0.152 0.192
O 3.203 2.836 31.86 0.051 -0.22 0.103
O 6.037 2.059 28.834 0.169 -0.171 -0.037
O 3.222 14.039 27.83 0.054 -0.254 0.124
O 7.961 6.56 33.872 -0.221 0.159 0.242
O 6.123 5.973 31.984 0.076 0.304 0.282
O 8.782 1.415 32.248 -0.023 0.103 0.083
O 8.785 2.052 28.517 0.102 -0.098 0.092
O 4.247 0.037 28.422 -0.01 -0.062 -0.043
O 4.145 15.589 32.35 -0.094 -0.114 0.132
O 6.964 10.182 32.331 -0.121 -0.419 0.308
O 3.11 7.034 30.859 -0.089 -0.166 0.12
O 13.652 3.117 32.31 0.134 -0.193 0.025
O 9.188 4.572 27.955 0.069 0.018 -0.147
O 11.776 4.736 31.83 -0.07 -0.032 0.301
O 13.738 0.084 30.882 0.246 0.017 -0.188
O 10.308 7.856 33.129 0.005 0.036 0.196
O 9.369 5.7 31.933 -0.06 0.288 0.147
O 9.81 3.62 30.385 0.087 -0.093 0.266
O 11.537 10.653 27.776 0.031 0.258 -0.059
O 11.605 0.793 0.198 0.036 -0.139 0.284
O 6.525 12.677 31.537 -0.083 -0.108 0.118
O 11.202 10.185 32.144 -0.035 -0.1 -0.126
O 11.341 12.706 32.903 0.186 0.33 0.123
Si 16.4 16.396 5.51 -0.076 0.005 -0.053
Si 2.743 2.734 5.578 -0.043 0.011 -0.011
Si 16.352 5.5 5.589 -0.011 -0.041 0.053
Si 2.669 8.283 5.594 0.015 -0.005 -0.014
Si 16.322 11.021 5.546 0.06 -0.045 -0.02
Si 2.642 13.763 5.567 0.047 -0.011 -0.029
Si 5.394 0.069 5.555 0.047 -0.01 -0.015
Si 8.113 2.811 5.565 0.042 -0.007 -0.003
Si 5.452 5.504 5.578 0.002 0.016 -0.031
Si 8.214 8.201 5.561 -0.057 0.009 -0.034
Si 5.389 10.994 5.633 -0.001 0.001 0.04
Si 8.167 13.721 5.609 0.053 0.017 0.043
Si 10.893 0.057 5.561 0.024 0.002 0.005
Si 13.616 2.776 5.548 0.013 -0.022 -0.06
Si 10.832 5.54 5.547 -0.04 -0.035 -0.071
Si 13.609 8.248 5.619 0.008 0.01 0.023
Si 10.923 10.975 5.526 0.043 -0.001 -0.031
Si 13.682 13.656 5.504 -0.05 -0.015 -0.032
Si 1.359 1.351 6.911 0.01 0.013 -0.021
Si 4.099 4.114 6.94 -0.029 0.041 0.004
Si 1.332 6.867 6.94 -0.022 0.035 0.012
Si 4.054 9.602 6.98 -0.027 0.031 0.027
Si 1.307 12.359 6.927 -0.059 0.039 0.012
Si 4.05 15.089 6.93 -0.041 0.029 -0.01
Si 6.788 1.405 6.932 -0.005 0.023 -0.017
Si 9.511 4.144 6.931 -0.052 0.033 0.015
Si 6.846 6.84 6.944 0.059 -0.077 -0.004
Si 9.576 9.587 6.917 -0.011 -0.004 -0.051
Si 6.805 12.336 6.96 -0.019 0.015 0.024
Si 9.556 15.081 6.943 -0.072 0.008 0.032
Si 12.28 1.392 6.922 0.008 -0.014 0.063
Si 14.998 4.11 6.932 -0.012 0.051 0.015
Si 12.238 6.855 6.939 0.009 0.024 -0.001
Si 15.004 9.621 6.939 -0.025 -0.009 0.014
Si 12.309 12.315 6.907 -0.011 0.011 -0.044
Si 15.035 15.029 6.889 0.061 -0.04 -0.011
Si 16.388 2.724 8.27 -0.015 -0.014 0.001
Si 2.707 0.021 8.325 0.006 -0.032 0.026
Si 16.372 8.235 8.298 0.028 -0.002 -0.003
Si 2.717 5.481 8.288 -0.007 -0.023 0
Si 16.37 13.698 8.318 0.007 -0.016 0.022
Si 2.684 10.985 8.305 0.055 -0.053 -0.018
Si 5.449 2.752 8.326 0.016 -0.007 0.018
Si 8.173 0.032 8.291 0.052 -0.014 0.001
Si 5.458 8.209 8.297 -0.024 -0.005 -0.014
Si 8.18 5.476 8.34 0.014 0.021 0.016
Si 5.431 13.713 8.294 0.054 -0.002 -0.003
Si 8.194 10.945 8.287 -0.015 -0.015 0.006
Si 10.902 2.754 8.277 0.018 -0.001 -0.014
Si 13.664 16.4 8.261 -0.014 0.009 -0.015
Si 10.909 8.22 8.321 0.011 -0.015 0.022
Si 13.628 5.475 8.286 0.031 -0.025 0.009
Si 10.939 13.685 8.276 0.01 -0.013 0.001
Si 13.648 10.963 8.319 0.016 -0.019 0.018
Si 1.367 4.08 9.642 -0.007 0.037 -0.006
Si 4.098 1.367 9.686 -0.018 0.048 0.001
Si 1.353 9.583 9.668 -0.024 0.021 -0.001
Si 4.102 6.825 9.664 0.015 -0.008 -0.007
Si 1.353 15.042 9.684 -0.009 -0.006 0.007
Si 4.083 12.328 9.66 -0.032 0.01 -0.001
Si 6.831 4.089 9.701 0.012 0.018 0.004
Si 9.566 1.366 9.658 -0.047 0.014 0.001
Si 6.84 9.566 9.66 0.004 0.005 -0.01
Si 9.567 6.828 9.692 -0.048 0.01 -0.006
Si 6.825 15.051 9.658 -0.034 0.017 0.002
Si 9.575 12.307 9.648 0.001 -0.018 -0.018
Si 12.295 4.082 9.653 -0.015 0.037 0.001
Si 15.039 1.345 9.645 0.01 -0.005 -0.007
Si 12.299 9.569 9.677 -0.005 -0.005 -0.004
Si 15.023 6.826 9.643 -0.035 0.039 0
Si 12.315 15.032 9.652 -0.014 -0.009 0
Si 15.028 12.315 9.689 -0.013 0.019 0.002

Results
total energy: -115455.139 eV
total energy less fixed offsets of O -438.35, Si -107.03 eV per atom: 11.201 eV
